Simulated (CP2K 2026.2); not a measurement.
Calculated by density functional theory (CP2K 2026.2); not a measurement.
Periodic cell of 504 atoms, Si360O144, from a study of silicon, its oxide and their interface. The atomic structure is a simulated model.
Doubt: the forces sum to 1.25 eV/angstrom along one axis rather than to zero, so they err by at least 0.0025 eV/angstrom per atom on average; the grid cutoff is modest.

Settings: functional PBE; method Gaussian and plane waves; basis set DZVP-MOLOPT-SR-GTH; pseudopotentials GTH-PBE; grid cutoff 300 Ry, relative cutoff 40 Ry; k points Gamma only; occupations fixed; spin none; net charge 0.

Cell vectors (angstrom)
a 16.32 0 0
b 0 16.32 0
c 5.7933 3.0709 33.4727

Atoms and the computed forces on them: element, x, y, z (angstrom), force x, y, z (eV/angstrom)
Si 0.897 -1.23 0.203 0.192 0.177 0.619
Si 3.766 1.646 0.02 0.152 -0.144 0.767
Si 1.676 3.904 0.246 -0.159 -0.091 0.689
Si 4.237 6.695 0.203 -0.204 -0.006 0.703
Si 1.001 -6.253 0.024 0.016 -0.19 0.646
Si 4.328 -4.228 0.076 -0.134 0.033 0.717
Si 6.973 -1.587 0.038 -0.018 0.212 0.703
Si 9.797 1.437 0.126 -0.276 -0.114 0.656
Si 6.414 4.481 0.058 0.157 -0.192 0.777
Si 9.854 6.573 0.037 -0.222 0.081 0.726
Si 6.317 9.642 -0.106 0.303 -0.034 0.656
Si -7.216 -3.928 -0.15 0.301 -0.148 0.727
Si -3.532 -2.041 0.029 -0.153 0.133 0.774
Si -1.21 1.041 -0.131 -0.105 0.188 0.658
Si -4.322 4.288 0.134 0.262 -0.026 0.746
Si -1.519 7.061 -0.035 0.191 -0.147 0.77
Si -3.769 -7.079 0.013 -0.13 0.134 0.76
Si -1.278 -4.146 0.415 -0.006 -0.047 0.484
Si 2.639 -0.016 1.276 -0.018 0.008 -0.055
Si 5.383 2.777 1.341 0.001 -0.001 -0.043
Si 2.8 5.434 1.562 -0.009 -0.025 -0.029
Si 5.386 8.216 1.498 -0.013 0.001 -0.044
Si 2.665 -5.291 1.375 0.032 -0.012 -0.032
Si 5.494 -2.737 1.433 0.025 0.008 -0.026
Si 8.242 0.014 1.23 -0.005 0.026 -0.022
Si -5.398 2.803 1.575 0.021 0.014 -0.026
Si 8.134 5.521 1.296 0.006 -0.014 -0.017
Si -5.365 8.145 1.356 0.01 0.006 -0.076
Si 8.04 10.774 1.175 -0.031 0.011 -0.062
Si -5.427 -2.919 1.177 -0.044 -0.002 -0.027
Si -2.709 -0.142 1.276 -0.029 0.003 -0.036
Si -0.041 2.647 1.249 0.014 -0.016 -0.062
Si -2.666 5.469 1.296 -0.006 0.036 -0.025
Si 0.018 8.268 1.282 0.02 -0.011 -0.043
Si -2.731 -5.57 1.494 -0.016 -0.014 -0.041
Si -0.083 -2.663 1.732 0.022 0.01 -0.047
Si 1.315 1.337 2.704 0.007 0.011 0.022
Si 4.144 4.073 2.87 0.005 -0.024 0.034
Si 1.334 6.858 2.694 -0.004 0.01 0.013
Si 3.963 9.578 2.752 -0.009 0.004 0.017
Si 1.418 -4.005 2.873 -0.012 -0.01 0.046
Si 4.055 -1.339 2.665 -0.02 0.016 -0.006
Si 6.827 1.37 2.601 0.011 0.008 0.013
Si 9.436 4.148 2.76 -0.021 0.02 0.021
Si 6.844 6.863 2.751 0.003 -0.013 0.017
Si 9.488 9.512 2.605 -0.007 0.015 -0.005
Si 6.826 12.157 2.714 0.027 -0.031 0.025
Si -6.719 -1.412 2.575 0.011 -0.013 -0.006
Si -4.02 1.283 2.692 0.047 -0.007 0.048
Si -1.351 4.048 2.635 0.019 -0.007 0.005
Si -4.02 6.791 2.735 0.001 -0.004 0.039
Si -1.319 -6.858 2.815 0.024 0.015 0.037
Si -4.17 -4.183 2.723 0.007 0.009 0.029
Si -1.48 -1.299 2.918 -0.032 0.017 0.05
Si -0.012 0.034 4.157 0.033 0.005 -0.001
Si 2.696 2.691 4.097 -0.02 0.009 -0.029
Si -0.013 5.435 4.024 -0.011 0.005 -0.02
Si 2.673 8.176 4.112 0.004 0.01 -0.006
Si 0.021 -5.434 4.133 -0.016 -0.011 -0.015
Si 2.779 -2.651 4.159 0.007 0.019 0.02
Si 5.452 0.021 3.994 0.011 0.002 -0.007
Si 8.123 2.715 4.061 -0.018 -0.001 0.002
Si 5.51 5.472 4.135 0.005 0 -0.007
Si 8.198 8.196 4.085 -0.001 0.014 0.015
Si 5.41 10.882 4.092 0.001 0.008 -0.012
Si 8.216 -2.747 3.997 0.011 -0.022 -0.031
Si -5.431 -0.051 4.028 -0.014 -0.003 -0.004
Si -2.687 2.693 4.04 -0.012 -0.022 -0.005
Si -5.444 5.466 4.079 0.004 0.011 -0.013
Si -2.696 8.119 4.145 -0.01 -0.002 0.001
Si -5.511 -5.497 4.078 0.01 -0.036 0.019
Si -2.84 -2.765 4.117 -0.01 0.014 0
Si 1.335 -1.378 16.355 -0.002 -0.021 0.001
Si 4.048 1.363 16.286 0 -0.009 -0.005
Si 1.342 4.063 16.315 0.017 -0.026 -0.011
Si 4.06 6.806 16.313 0.002 0.005 -0.006
Si 1.337 -6.818 16.344 -0.009 -0.005 -0.007
Si 4.055 -4.078 16.315 -0.003 -0.003 -0.004
Si 6.767 -1.367 16.245 -0.003 0.008 -0.008
Si -6.777 1.366 16.32 0.016 0.008 -0.005
Si 6.797 4.084 16.296 0.007 -0.007 -0.008
Si -6.744 6.837 16.304 0.013 0.009 0
Si 6.805 9.54 16.27 -0.007 0.003 -0.013
Si -6.802 -4.13 16.262 -0.004 0.006 -0.014
Si -4.062 -1.378 16.323 -0.018 0.011 -0.006
Si -1.324 1.372 16.322 0.005 0.004 -0.011
Si -4.043 4.1 16.343 0.003 0.005 -0.001
Si -1.361 6.791 16.364 -0.004 -0.007 -0.002
Si -4.066 9.513 16.357 -0.012 0.008 0.004
Si -1.365 -4.081 16.387 0.003 -0.002 -0.004
Si 2.707 0.005 17.665 -0.013 0.011 0.01
Si 5.407 2.722 17.635 -0.006 -0.002 0.002
Si 2.698 5.419 17.656 -0.02 0.005 -0.011
Si 5.42 8.221 17.612 0.013 -0.004 0.003
Si 2.662 -5.413 17.679 0.007 0.013 -0.001
Si 5.458 -2.733 17.638 0.013 0.008 0.017
Si 8.088 0.017 17.587 0.002 -0.005 -0.017
Si -5.379 2.715 17.679 -0.019 -0.029 0.014
Si 8.192 5.471 17.588 -0.031 -0.014 0.004
Si -5.404 8.164 17.751 -0.002 -0.008 0.015
Si 8.187 10.843 17.659 -0.012 0.005 0.007
Si -5.463 -2.775 17.606 0.006 -0.009 0.009
Si -2.638 -0.038 17.651 0.006 -0.002 -0.025
Si -0.016 2.751 17.731 -0.012 -0.002 0.017
Si -2.698 5.439 17.766 0.021 -0.022 0.006
Si 0.003 -8.191 17.736 0.012 0.018 0.013
Si -2.719 -5.459 17.745 0.011 0.008 0.023
Si -0.013 -2.723 17.779 0.007 0.02 -0.007
Si 1.346 1.361 19.042 0.006 -0.021 -0.035
Si 4.095 4.111 19.002 0.01 -0.004 -0.003
Si 1.331 6.695 19.077 -0.029 -0.02 -0.004
Si 4.022 -6.778 18.987 0.002 0.005 -0.019
Si 1.334 -4.105 19.14 -0.001 -0.014 -0.019
Si 4.111 -1.352 18.975 -0.008 -0.002 -0.047
Si 6.744 1.359 18.987 0.006 -0.011 -0.034
Si -6.796 4.104 18.949 0.029 0.016 -0.027
Si 6.856 6.895 18.888 0.032 0.015 -0.044
Si -6.784 9.532 19.097 -0.008 0.008 -0.017
Si 6.806 -4.132 18.987 0.007 0.004 -0.03
Si 9.397 -1.433 18.844 -0.03 -0.004 -0.04
Si -3.939 1.333 18.982 -0.002 0.06 -0.024
Si -1.341 4.105 19.186 0.006 -0.014 -0.008
Si -4.034 6.812 19.145 -0.017 0.016 -0.007
Si -1.327 -6.818 19.118 -0.027 -0.007 -0.012
Si -4.127 -4.073 19.049 -0.005 -0.014 -0.037
Si -1.363 -1.344 19.154 0.007 -0.002 -0.007
Si 0.032 0.021 20.517 0.03 0.015 0.068
Si 2.722 2.764 20.343 -0.022 0 0.04
Si 0.013 5.447 20.649 0.006 -0.006 0.04
Si 2.723 8.09 20.305 0.022 0.008 0.017
Si -0.003 -5.47 20.561 0.002 0.029 0.064
Si 2.788 -2.712 20.357 0.007 0.007 0.076
Si 5.434 -0.002 20.39 0.008 0.004 0.061
Si 8.084 2.78 20.259 -0.064 0.001 0.048
Si 5.498 5.568 20.2 -0.006 0.003 0.056
Si 8.157 8.157 20.406 -0.014 -0.018 0.068
Si 5.406 -5.451 20.34 0.009 0.022 0.043
Si 8.125 -2.745 20.344 -0.016 -0.006 0.045
Si -5.468 -0.092 20.006 -0.016 -0.02 0.008
Si -2.636 2.642 20.519 0.002 -0.028 0.049
Si -5.458 5.424 20.392 -0.018 0.006 0.065
Si -2.656 -8.173 20.549 0.008 0.014 0.062
Si -5.464 -5.411 20.48 0.009 0.01 0.053
Si -2.818 -2.692 20.449 -0.017 0.012 0.051
Si 1.755 -1.088 21.668 -0.23 -0.104 -0.798
Si 3.864 1.223 21.642 0.273 0.1 -0.791
Si 1.292 3.844 21.858 0.046 0.246 -0.724
Si 4.377 7.058 21.604 -0.147 -0.085 -0.789
Si 1.239 -7.158 21.729 0.009 0.227 -0.657
Si 4.333 -3.864 21.698 -0.149 -0.142 -0.779
Si 6.536 -1.648 21.672 0.132 0.178 -0.774
Si -6.64 1.437 21.242 -0.265 -0.057 -0.705
Si 7.016 4.454 21.531 0.017 -0.155 -0.701
Si -7.027 6.555 21.723 0.12 0.189 -0.757
Si 6.531 -7.008 21.661 0.221 0.087 -0.726
Si 9.652 -3.822 21.768 -0.119 -0.231 -0.675
Si -4.543 -1.527 21.576 0.169 -0.046 -0.69
Si -0.975 1.617 21.951 -0.252 -0.127 -0.746
Si -4.429 3.699 21.596 0.344 0.295 -0.68
Si -1.103 7.075 22.037 -0.174 -0.227 -0.737
Si -3.861 -6.572 21.764 -0.208 -0.12 -0.794
Si -1.715 -4.289 21.758 0.197 0.087 -0.77
Si -7.098 -1.432 -3.652 0.08 0.034 0.105
Si -0.121 -4.01 24.201 -0.072 0.092 -0.083
Si 7.83 2.658 -1.904 -0.049 0.035 0.123
Si 0.913 -3.642 -4.191 0.064 0.045 -0.062
Si 1.457 -1.685 24.695 0.137 0.085 -0.121
Si -6.657 -4.52 -3.202 -0.066 0.064 0.251
Si 7.894 0.362 23.419 -0.066 -0.079 -0.08
Si 6.512 -0.325 -4.738 -0.053 0.091 -0.078
Si 1.167 7.085 25.925 -0.078 -0.055 0.008
Si -7 7.094 -2.943 0.005 0.054 0.071
Si -1.888 -4.14 -7.052 -0.023 -0.024 0.015
Si 4.664 -2.507 -5.255 0.084 0.02 0.213
Si -3.451 -2.229 -5.611 0.035 0.008 -0.092
Si -3.3 6.574 -7.141 -0.003 0.024 0.026
Si -0.546 4.047 -3.766 -0.01 -0.058 -0.008
Si -6 -3.213 -6.932 0.026 -0.038 -0.027
Si 8.064 5.775 -6.476 -0.003 -0.071 0
Si -2.108 1.199 24.869 0.065 -0.038 -0.143
Si 3.499 -7.343 -4.935 -0.025 -0.037 0.121
Si -8.026 -5.389 -5.705 0.091 0.111 0.019
Si -4.28 3.039 24.469 -0.089 -0.133 -0.167
Si 0.584 5.955 -1.967 -0.066 0.028 0.177
Si 2.459 -2.758 -1.903 0.017 0.055 0.062
Si -7.3 4.261 -4.062 0.087 0.031 0.011
Si 2.565 -8 -2.009 0.016 0.033 0.156
Si 5.755 2.568 23.521 -0.032 0.012 -0.069
Si -5.752 -7.876 23.891 -0.037 -0.048 -0.171
Si 4.583 4.304 -6.782 -0.105 0.061 -0.035
Si -4.612 0.039 24.221 -0.067 0.035 -0.014
Si 3.018 5.426 23.987 0.033 -0.123 -0.091
Si 5.488 4.365 25.705 0.035 0.154 -0.045
Si -5.109 -0.403 -1.826 -0.052 0.053 0.042
Si 5.706 0.341 -2.006 -0.077 0.013 0.093
Si -0.521 5.613 -6.438 0.127 0.023 0.126
Si -3.989 -6.001 -2.889 -0.178 -0.071 0.222
Si 2.172 -1.033 -4.163 -0.09 0.039 0.079
Si -4.841 0.124 -4.7 0.012 -0.028 0.127
Si -1.836 6.731 25.122 0.039 -0.03 -0.202
Si 1.081 -8.017 -6.772 -0.011 -0.238 -0.139
Si 0.686 1.644 -4.992 -0.01 -0.098 -0.036
Si 6.666 -7.791 -3.08 -0.091 -0.034 0.096
Si 0.875 -5.119 -6.936 -0.019 0.065 -0.089
Si -6.781 -7.961 -6.662 -0.017 0.023 -0.046
Si 5.528 -5.23 -4.705 0.037 -0.05 0.146
Si -8.043 -5.658 23.897 -0.019 0.091 -0.162
Si -2.711 2.917 -2.208 -0.008 -0.16 0.187
Si -4.595 8.01 -4.753 -0.063 -0.074 0.003
Si 6.458 1.876 -6.89 0.025 0.047 -0.063
Si 5.42 6.714 -5.202 0.045 -0.101 0.271
Si -2.018 -4.187 -4.082 -0.048 -0.033 -0.188
Si 1.585 3.454 -7.096 -0.003 -0.076 -0.028
Si -7.116 -0.739 25.64 -0.026 -0.005 -0.105
Si -4.548 2.996 -4.77 0.022 0.026 0.155
Si 2.473 -5.339 23.682 0.118 -0.146 -0.061
Si 1.362 -1.335 5.484 0 0.01 0.019
Si 4.091 1.339 5.422 -0.005 0.003 -0.007
Si 1.35 4.093 5.422 0 -0.002 0
Si 4.083 6.819 5.438 -0.009 -0.009 0.005
Si 1.349 9.521 5.498 0.005 0.004 0.005
Si 4.114 12.266 5.479 -0.004 -0.017 0.007
Si 6.822 -1.37 5.349 -0.01 0.003 -0.008
Si 9.519 1.338 5.375 0.006 -0.011 -0.002
Si 6.818 4.072 5.475 0.016 0.023 0.005
Si -6.778 6.827 5.452 0.005 -0.004 0.016
Si 6.79 9.524 5.436 0 -0.002 0.004
Si -6.812 12.231 5.438 -0.003 0.016 0.005
Si -4.136 -1.378 5.475 -0.001 -0.016 0.001
Si -1.354 1.403 5.485 -0.011 -0.012 0.013
Si -4.086 4.05 5.394 0.013 0.001 -0.008
Si -1.351 6.746 5.466 0.009 -0.002 0.004
Si -4.1 -6.822 5.438 -0.006 0.006 0.019
Si -1.393 -4.082 5.442 0.008 0.008 0.01
Si 2.738 0.01 6.823 -0.003 -0.003 -0.002
Si 5.428 2.715 6.798 0.003 0.012 -0.004
Si 2.721 5.445 6.786 0.002 0.002 -0.001
Si 5.442 8.165 6.807 0.01 -0.003 0
Si 2.73 10.893 6.817 0 0.008 0.003
Si 5.485 -2.693 6.796 -0.002 -0.012 0.001
Si 8.157 -0.011 6.75 0.005 0.008 -0.012
Si -5.444 2.694 6.759 -0.009 -0.006 0.004
Si -8.133 5.443 6.804 0 -0.018 0.006
Si -5.435 8.162 6.832 0.006 -0.01 -0.001
Si -8.179 10.887 6.802 -0.004 0.008 0
Si -5.473 -2.737 6.829 0.004 0.008 0.01
Si -2.733 -0.002 6.792 0.004 -0.005 -0.004
Si 0.006 2.756 6.827 -0.004 0.003 0.005
Si -2.735 5.398 6.798 0.007 -0.002 0
Si -0.008 8.136 6.824 -0.003 -0.005 0.004
Si -2.74 -5.451 6.801 -0.02 0.002 -0.012
Si -0.018 -2.721 6.798 0.001 0.006 0.005
Si 1.369 1.376 8.168 0.019 0.011 0.004
Si 4.074 4.082 8.155 -0.008 -0.009 0.005
Si 1.369 6.793 8.171 -0.001 -0.004 -0.002
Si 4.086 9.527 8.171 0.004 0.006 -0.004
Si 1.349 -4.077 8.159 0 -0.01 -0.002
Si 4.099 -1.359 8.163 0.001 0.011 0
Si 6.807 1.351 8.134 -0.009 -0.016 -0.008
Si -6.781 4.064 8.145 0.007 0.018 0
Si 6.805 6.795 8.157 -0.002 -0.003 -0.009
Si -6.809 9.528 8.164 0.007 0.004 -0.007
Si 6.806 -4.068 8.174 0.011 0.008 0.002
Si -6.826 -1.356 8.16 -0.013 -0.023 0.004
Si -4.092 1.354 8.151 0 0.002 -0.005
Si -1.369 4.082 8.187 -0.003 -0.005 0.002
Si -4.075 6.781 8.163 -0.011 -0.004 0
Si -1.375 -6.812 8.161 -0.01 -0.008 -0.003
Si -4.087 -4.086 8.17 0.004 0.011 0.001
Si -1.371 -1.356 8.156 0.006 0.005 0.002
Si -0.004 0.004 9.511 -0.007 -0.011 -0.007
Si 2.723 2.731 9.53 -0.004 0.009 0.004
Si 0 5.445 9.532 -0.005 0.008 0.002
Si 2.723 8.162 9.526 0.007 -0.002 -0.004
Si -0.007 -5.446 9.516 0.007 0.006 -0.006
Si 2.719 -2.719 9.51 0.001 -0.007 -0.002
Si 5.453 0.007 9.517 0.004 0.002 0
Si -8.155 2.712 9.502 0.002 0.001 -0.006
Si 5.441 5.438 9.515 0.003 0.001 0
Si -8.161 8.158 9.52 -0.005 -0.001 -0.005
Si 5.439 -5.432 9.527 -0.005 0.003 0.001
Si -8.161 -2.714 9.537 -0.009 0.008 0.009
Si -5.448 -0.003 9.517 -0.001 0 -0.004
Si -2.73 2.707 9.524 0.003 -0.004 0.003
Si -5.434 5.421 9.519 0.007 -0.017 0.003
Si -2.722 8.147 9.523 0 -0.004 0.001
Si -5.444 -5.442 9.529 -0.005 0.003 0.001
Si -2.722 -2.721 9.522 -0.001 -0.003 -0.003
Si 1.352 -1.363 10.867 0.011 0.014 -0.006
Si 4.09 1.366 10.875 0.004 -0.011 -0.003
Si 1.355 4.081 10.888 0.003 -0.009 0.003
Si 4.083 6.8 10.882 0.003 -0.003 0.002
Si 1.353 9.519 10.882 -0.007 -0.004 0.004
Si 4.066 -4.08 10.879 -0.003 -0.004 0.003
Si 6.797 -1.353 10.888 -0.009 -0.006 -0.003
Si -6.799 1.362 10.881 -0.004 0 0
Si -9.513 4.076 10.868 -0.005 -0.006 0.002
Si -6.797 6.789 10.871 0.005 0.001 -0.01
Si -9.52 9.52 10.879 0.004 0.001 -0.002
Si -6.794 -4.075 10.888 0.002 0.012 0
Si -4.081 -1.36 10.881 0.001 -0.007 0.005
Si -1.366 1.352 10.882 0 0.005 0.003
Si -4.076 4.073 10.889 -0.005 0.009 -0.001
Si -1.355 6.806 10.89 0.007 0.003 0.004
Si -4.08 9.512 10.878 -0.01 -0.003 -0.005
Si -1.361 -4.084 10.881 -0.005 0.001 0
Si 2.713 0.001 12.213 -0.002 -0.003 -0.004
Si 5.446 2.726 12.238 -0.003 -0.001 0.001
Si 2.713 5.448 12.242 -0.004 0.001 0.001
Si 5.442 8.161 12.243 0.001 0.004 0.001
Si 2.707 10.881 12.244 0.005 0.006 -0.003
Si 5.423 -2.713 12.23 0.003 0.014 0.003
Si 8.166 0.001 12.244 -0.007 -0.004 0.001
Si -5.437 2.718 12.25 0.007 0.002 -0.003
Si -8.155 5.435 12.237 0 -0.002 -0.005
Si -5.432 8.144 12.228 -0.009 -0.005 -0.001
Si -8.159 10.88 12.233 0.003 0.002 0.006
Si -5.427 -2.725 12.249 -0.004 -0.002 -0.002
Si -2.72 -0.005 12.25 0 0 -0.006
Si -0.008 2.717 12.24 0.001 -0.006 0.003
Si -2.71 5.437 12.24 0 -0.003 0.004
Si -0.005 8.167 12.255 -0.001 -0.002 0.005
Si -2.717 -5.451 12.24 -0.004 -0.005 0.004
Si -0.001 -2.723 12.242 0.005 -0.004 0.001
Si 1.357 1.348 13.581 0.013 -0.008 -0.009
Si 4.073 4.084 13.591 0 -0.003 0.003
Si 1.35 6.802 13.609 0.003 0.003 0.004
Si 4.073 9.521 13.597 0.001 -0.007 0.006
Si 1.343 -4.089 13.615 0.006 0 0.011
Si 4.047 -1.362 13.582 -0.009 0.01 -0.007
Si 6.806 1.364 13.597 0.003 -0.005 0.007
Si -6.785 4.092 13.608 -0.005 -0.004 0
Si 6.805 6.796 13.598 0.006 -0.004 0.004
Si -6.79 9.509 13.574 0.006 -0.001 -0.005
Si 6.789 -4.073 13.575 -0.018 0.005 0
Si 9.533 -1.361 13.6 0.011 -0.006 -0.002
Si -4.073 1.362 13.613 -0.012 0.003 -0.001
Si -1.357 4.079 13.606 0.006 -0.001 0.004
Si -4.06 6.803 13.597 -0.003 -0.001 0
Si -1.367 9.521 13.624 -0.003 0.006 0.002
Si -4.065 -4.093 13.606 -0.003 0 -0.003
Si -1.357 -1.366 13.612 -0.009 0.006 0.01
Si 0.015 -0.004 14.964 0.005 0.015 -0.002
Si 2.697 2.721 14.935 -0.016 -0.01 -0.013
Si -0.011 5.443 14.975 0.001 -0.001 0.002
Si 2.706 8.169 14.961 0.002 0.001 0.006
Si -0.019 -5.44 14.997 0 -0.001 0.007
Si 2.695 -2.716 14.965 0.004 0.009 0.002
Si 5.406 0.004 14.919 -0.001 -0.007 -0.004
Si 8.175 2.724 14.956 -0.002 -0.007 0.005
Si 5.427 5.444 14.952 -0.008 -0.003 0.003
Si 8.179 8.164 14.942 -0.001 0.002 0.004
Si 5.428 10.9 14.94 0.013 0.011 -0.001
Si 8.161 -2.732 14.931 0.001 0 -0.007
Si -5.425 -0.008 14.968 0.001 0.005 -0.009
Si -2.707 2.723 14.974 -0.003 0 -0.002
Si -5.402 5.45 14.962 0.002 0.002 0
Si -2.716 8.149 14.989 -0.002 -0.004 0.002
Si -5.419 -5.48 14.943 -0.008 -0.003 -0.004
Si -2.705 -2.741 14.975 -0.003 -0.012 0.009
O 3.825 6.306 22.918 0.035 -0.116 0.278
O -5.727 3.935 -4.195 0.305 0.454 0.275
O -8.16 5.447 22.167 0.107 0.039 0.292
O 5.463 -1.105 25.953 0.205 0.396 -0.457
O -0.838 6.51 -1.416 -0.322 -0.18 -0.35
O 0.096 8.159 22.36 -0.004 -0.049 0.408
O 1.31 -2.444 -0.817 -0.288 -0.251 -0.357
O -6.922 -4.613 -1.608 0.194 -0.264 -0.102
O 3.359 -7.519 -3.326 0.25 0.137 0.045
O 6.059 3.953 22.752 -0.409 0.284 0.305
O -2.791 -5.429 22.252 0.101 0.125 0.238
O 4.402 1.02 -1.346 -0.215 0.05 -0.433
O 3.6 7.607 -0.991 0.285 0.18 -0.364
O -6.861 7.33 -1.348 -0.053 0.322 -0.08
O 5.455 -2.77 22.183 0.136 -0.011 0.496
O -3.428 2.688 -3.647 0.005 -0.449 -0.07
O 2.952 -1.772 25.312 0.069 -0.18 -0.329
O 2.689 2.801 -0.443 0.025 -0.081 -0.505
O -2.832 5.61 25.753 0.281 -0.072 0.006
O 2.136 4.318 23.182 -0.093 -0.292 0.24
O -5.435 5.37 -0.385 0.102 0.073 -0.248
O 7.077 -6.27 23.004 -0.28 0.197 0.237
O -3.761 -7.28 -3.844 0.58 -0.061 0.01
O 6.118 -6.382 -3.695 0.072 0.125 0.063
O -0.78 -5.066 25.216 -0.323 -0.362 -0.196
O -7.424 6.995 26.138 -0.154 0.297 -0.394
O -0.341 1.138 -6.149 -0.409 0.003 0.333
O 0.163 2.743 22.327 -0.148 0.274 0.233
O -8.039 2.99 -3.406 -0.108 -0.397 -0.531
O 4.069 4.822 25.065 -0.138 0.088 0.385
O -5.592 7.247 -3.722 0.126 -0.068 0.089
O -4.138 3.999 23.169 0.036 0.69 0.164
O -8.101 -8.14 -3.44 0.047 0.511 -0.346
O 8.031 -2.728 -0.48 -0.014 -0.038 -0.314
O 1.659 2.765 -5.633 0.432 0.06 0.314
O -4.49 -7.264 23.096 0.249 -0.095 0.341
O -1.714 6.602 23.493 -0.472 -0.279 0.367
O -4.462 0.277 -3.129 0.556 0.11 -0.086
O 1.181 4.994 -0.838 0.246 0.18 -0.032
O -5.578 -2.66 22.172 -0.014 -0.096 0.399
O -5.129 1.579 -5.286 -0.282 0.044 -0.587
O 5.285 -5.445 -0.495 -0.115 -0.039 -0.202
O 1.993 6.379 24.757 0.019 -0.024 -0.269
O -1.002 4.736 -5.154 -0.356 -0.136 -0.106
O 8.127 -1.951 25.8 0.143 -0.481 -0.14
O -5.29 0.609 -0.588 0.553 -0.206 0.289
O -2.328 -3.107 -0.368 -0.109 -0.222 -0.539
O 1.289 -7.624 25.803 -0.39 0.367 -0.25
O 1.024 -2.083 -4.639 -0.639 0.386 -0.538
O 6.719 -4.985 -5.794 -0.157 0.382 -0.195
O -1.958 1.654 -1.478 -0.316 0.062 -0.406
O -4.14 -0.504 22.774 0.519 0.039 0.113
O 0.295 -6.628 -7.074 -0.188 -0.016 -0.072
O -3.668 -0.633 -5.517 0.41 0.39 -0.129
O 3.901 -7.462 26.207 0.046 -0.518 -0.107
O 5.446 0.108 -3.582 -0.468 0.216 -0.365
O -4.934 3.968 25.61 -0.47 0.084 -0.03
O -5.258 8.014 25.364 0.557 0.18 0.129
O -7.178 2.415 -1.003 0.352 0.548 -0.242
O -7.11 0.541 22.518 0.386 -0.483 0.023
O -7.402 -4.367 23.135 -0.205 0.1 0.431
O 3.52 -1.41 -4.944 0.107 0.225 -0.155
O 5.319 5.614 -0.399 -0.042 -0.05 -0.336
O 4.362 1.927 23.036 -0.443 0.164 0.755
O -7.017 -4.381 -6.473 -0.025 -0.206 -0.27
O 7.198 -1.047 23.042 -0.185 -0.302 0.667
O 0.115 7.105 -6.251 -0.24 0.315 0.432
O -2.005 -4.86 -5.581 0.033 -0.603 0.017
O -2.846 -2.799 -4.221 -0.042 0.308 0.518
O -5.066 1.623 24.24 -0.37 -0.013 0.145
O -6.19 -0.743 -4.787 -0.24 0.036 -0.636
O -3.239 0.043 25.092 -0.08 -0.488 0.579
O -0.092 -0.117 -0.538 -0.029 -0.271 -0.618
O -0.18 -5.145 -0.367 0.192 0.182 -0.436
O -3.593 7.055 -5.611 0.297 -0.185 0.4
O 1.785 -6.749 -1.331 -0.102 0.351 -0.105
O 2.79 0.096 22.108 -0.003 0.114 0.485
O -5.468 -7.499 -5.846 0.293 0.224 -0.282
O 1.087 -4.599 23.317 -0.169 0.231 -0.401
O 6.71 5.415 25.382 0.293 -0.051 -0.477
O 1.164 -4.661 -5.405 -0.002 -0.317 0.358
O -6.594 -0.935 -2.192 -0.414 -0.004 0.326
O 2.614 -1.304 -2.618 0.466 0.255 0.374
O -4.336 -6.401 -1.36 -0.249 0.323 -0.301
O -2.775 2.663 24.929 0.582 0.246 0.075
O -8.013 0.433 24.967 -0.161 0.491 0.396
O 0.617 4.747 -7.188 0.024 0.238 -0.355
O 4.037 -3.346 -6.456 0.044 -0.031 0.136
O 1.407 -1.77 23.095 -0.208 -0.397 0.106
O 6.909 1.561 23.073 -0.139 0.226 -0.556
O 4.46 7.91 -5.676 -0.067 0.127 -0.435
O 3.717 -4.528 23.06 0.159 0.386 0.443
O 6.979 3.901 -1.35 -0.053 0.217 -0.496
O 2.001 -3.852 -3.009 0.295 -0.561 0.066
O -3.799 3.497 -1.183 -0.287 -0.002 -0.31
O -6.355 7.177 23.073 0.255 0.04 0.132
O -2.625 -5.155 -2.959 0.598 -0.214 0.192
O 1.585 0.452 -4.378 0.284 -0.029 0.244
O -2.679 8.123 -0.492 -0.19 -0.093 -0.183
O 7.696 -5.339 25.363 0.029 -0.103 0.067
O 6.109 -1.023 -1.232 -0.014 -0.223 -0.089
O 2.282 -6.768 22.946 0.101 -0.421 0.342
O -2.384 -8.101 25.509 -0.291 0.513 -0.636
O 0.615 5.042 -3.288 0.486 0.14 -0.187
O -4.89 -2.953 -5.8 -0.215 -0.346 0.609
O 5.924 -1.554 -5.625 0.215 -0.085 -0.449
O -1.469 1.007 23.381 -0.012 -0.426 0.158
O 5.865 7.209 -3.69 0.044 -0.418 0.083
O 5.451 3.015 -6.343 -0.19 0.087 0.613
O 6.703 6.575 -6.168 0.041 0.422 -0.198
O -5.572 2.552 21.717 -0.014 -0.071 0.374
O 6.939 0.943 -5.644 0.255 0.057 0.038
O -5.159 -5.047 -3.453 0.303 0.355 -0.225
O 5.125 -3.701 -4.206 0.058 0.051 0.458
O -1.626 4.062 -2.562 0.038 0.389 0.167
O 3.768 -3.356 -1.192 0.365 -0.061 -0.586
O 6.573 -7.571 -1.464 -0.142 -0.322 -0.186
O -1.209 -3.517 23.116 -0.149 0.535 0.288
O -7.923 -6.862 -6.369 -0.403 -0.068 -0.237
O -7.108 6.86 -6.167 0.197 -0.052 0.497
O 0.525 -2.909 25.178 0.011 -0.185 0.713
O -4.104 -1.588 -1.428 0.068 -0.181 -0.388
O 6.966 1.321 -1.837 0.187 -0.198 0.005
O -3.96 3.676 -6.105 0.469 0.346 -0.12
O -0.148 2.473 -3.882 -0.012 -0.455 0.152
O 5.435 -8.129 22.139 0.266 0.091 0.286
O 4.144 -5.889 -5.251 -0.274 0.293 -0.309
O -7.502 5.573 -3.149 -0.488 0.014 0.18
O 2.608 -5.437 25.286 0.104 0.402 0.278
O 7.734 -0.941 -3.896 0.008 0.024 0.165
O -5.797 -0.958 24.713 0.155 -0.608 0.051
O -8.029 4.522 -5.477 -0.117 -0.531 -0.251
O -6.923 -3.018 -3.712 0.126 -0.037 -0.356
O 5.791 2.895 25.093 0.168 -0.407 0.523
O 0.66 -0.394 25.197 -0.283 0.247 -0.264
O -2.43 -2.616 -6.82 0.041 0.473 -0.11
O 1.47 7.217 -2.381 0.01 -0.009 -0.688
O 4.601 5.318 -5.49 -0.574 -0.374 0.423
O -0.365 6.588 25.797 0.028 -0.192 0.193
O -7.622 -5.422 -4.129 -0.143 -0.464 0.245
O -0.536 -3.883 -3.568 0.04 0.133 0.664
O 2.053 -7.597 -5.56 -0.406 0.234 0.165
O -6.888 -6.758 24.036 -0.051 -0.049 0.295
O -1.087 1.139 26.108 -0.186 0.344 0.564

Results
total energy: -101653.285 eV
total energy less fixed offsets of O -438.25, Si -107.07 eV per atom: -0.085 eV
